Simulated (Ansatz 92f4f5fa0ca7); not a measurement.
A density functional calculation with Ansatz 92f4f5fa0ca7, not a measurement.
Periodic cell of 256 atoms, Si144O112, from a study of silicon, its oxide and their interface. The atomic structure is a simulated model.
This geometry differs little from another in the collection (a relaxation step or a small displacement).

Settings: functional r2SCAN; potential files Ansatz PAW; basis plane waves; wave-function cutoff 800 eV; density cutoff ratio 5; exchange-correlation grid ratio 1; k mesh 1 x 1 x 1, shifted by 0.5 0.5 0 of a step; self-consistency stop 1e-10 eV per atom in the density residual; occupations fixed; spin none; net charge 0.

Cell vectors (angstrom)
a, 10.888, 0, 0
b, 0, 10.888, 0
c, 0, 0, 36.3781

Atoms and the computed forces on them: element, x, y, z (angstrom), force x, y, z (eV/angstrom)
Si, -0.1233, 0.0965, -0.0821, -0.0007, -0.0004, -0.0024
Si, 2.5617, 2.9407, 0.2935, 0.0002, 0, -0.0031
Si, 0.3174, 5.1267, -0.1548, -0.0002, 0.001, -0.003
Si, 3.2288, 7.6796, -0.0344, -0.001, -0.0007, -0.0045
Si, 5.7373, -0.2371, 0.2091, 0.0003, 0.0005, -0.0025
Si, 7.4949, 3.1979, 0.0676, -0.0003, 0, -0.0052
Si, 5.3611, 5.4598, 0.434, -0.0004, 0.0003, -0.0029
Si, 7.8411, 8.32, 0.0632, 0, -0.0016, -0.0054
Si, 1.304, 1.3085, 1.3691, -0.0004, -0.0001, 0.0002
Si, 3.9896, 4.1014, 1.6944, -0.001, -0.0007, 0.0004
Si, 1.4074, 6.7624, 1.1998, 0.0004, 0.0004, -0.0019
Si, 4.1109, 9.4232, 1.3562, 0.0006, -0.0009, 0.0011
Si, 6.7284, 1.4522, 1.4838, -0.0002, -0.0002, -0.001
Si, 9.4308, 4.1342, 1.1564, -0.0008, 0.0002, 0.0012
Si, 6.8022, 6.8544, 1.5664, -0.0011, -0.0001, -0.0013
Si, 9.4501, 9.5749, 1.2768, 0.0001, 0.0002, 0
Si, -0.1125, 2.7379, 2.6367, -0.0011, -0.0002, -0.0008
Si, 2.7033, -0.0707, 2.6811, -0.0008, -0.0008, 0.0008
Si, 0.0152, 8.1777, 2.5579, -0.0004, -0.0003, 0.0003
Si, 2.6011, 5.523, 2.8525, -0.0008, 0.0004, 0.0024
Si, 5.3728, 2.6833, 2.907, 0.0005, 0.0003, -0.0003
Si, 8.1595, 0.054, 2.7441, -0.0005, 0.0002, 0.0001
Si, 5.4242, 8.2049, 2.8707, -0.001, 0.0009, 0.0013
Si, 8.2278, 5.4429, 2.737, 0.0005, -0.0011, 0
Si, 1.2451, 4.0811, 4.0821, -0.0004, -0.0003, 0.0012
Si, 4.0113, 1.2861, 4.1424, -0.0001, -0.0007, -0.0008
Si, 1.3388, 9.4828, 4.0323, 0.0002, -0.0005, 0
Si, 4.0386, 6.8358, 4.174, -0.0001, 0, 0.0019
Si, 6.8292, 4.0789, 4.1095, 0, -0.0004, -0.0006
Si, 9.5214, 1.3831, 4.0993, -0.0003, 0.0003, -0.0002
Si, 6.8026, 9.5911, 4.1355, -0.0012, 0.0003, -0.0007
Si, 9.5799, 6.8346, 4.0333, 0.0005, -0.0007, -0.0005
Si, 0.0136, -0.0079, 5.4074, 0.0001, -0.0003, 0.0003
Si, 2.6607, 2.7176, 5.4177, -0.0006, -0.0004, 0.0013
Si, -0.0363, 5.4649, 5.4723, 0.0003, 0.0002, -0.0005
Si, 2.6775, 8.1908, 5.4932, -0.0002, 0.0002, 0.0007
Si, 5.4225, 0.003, 5.5139, -0.0004, -0.0003, 0.0006
Si, 8.159, 2.7181, 5.4859, -0.0007, -0.0011, 0.0004
Si, 5.4417, 5.4375, 5.4457, -0.0008, -0.0007, 0
Si, 8.1942, 8.1771, 5.4033, 0, -0.0008, 0.0002
Si, 1.359, 1.3518, 6.7895, -0.0006, -0.0003, -0.0005
Si, 4.0612, 4.0682, 6.7778, -0.0002, -0.0004, -0.0003
Si, 1.3462, 6.7992, 6.8413, -0.0003, -0.0004, 0.0001
Si, 4.0579, 9.5294, 6.846, -0.0004, -0.0004, -0.0002
Si, 6.7946, 1.3662, 6.8521, -0.0005, -0.0008, 0.0001
Si, 9.509, 4.0928, 6.8341, -0.0002, -0.0005, -0.0002
Si, 6.8303, 6.7999, 6.7624, 0.0004, 0, -0.0002
Si, 9.5428, 9.5221, 6.7769, -0.0007, -0.0006, -0.0003
Si, 0.0182, 2.7156, 8.1428, -0.0001, -0.0002, 0
Si, 2.7252, 0.0399, 8.1879, -0.0001, 0, 0.0006
Si, -0.0049, 8.1843, 8.1802, 0, -0.0001, 0.0003
Si, 2.7191, 5.4205, 8.1705, -0.0011, -0.0004, 0.0004
Si, 5.4222, 2.7456, 8.1728, -0.0004, -0.0001, 0.0005
Si, 8.1901, -0.0275, 8.1562, -0.0002, 0.0002, -0.0002
Si, 5.4468, 8.1218, 8.1116, -0.0012, 0.0005, 0.0005
Si, 8.1542, 5.4576, 8.1806, -0.0009, 0.0001, 0.0008
Si, 1.3571, 4.0605, 9.5422, 0.0006, -0.0001, -0.0001
Si, 4.0768, 1.4092, 9.5575, -0.0005, -0.0004, -0.0003
Si, 1.3648, 9.5604, 9.5254, -0.0006, 0.0008, 0.0005
Si, 4.1184, 6.7685, 9.4974, 0.0006, 0.0001, 0.0002
Si, 6.7953, 4.0879, 9.5321, -0.0008, -0.0005, 0.0004
Si, 9.5904, 1.3314, 9.4911, -0.0002, -0.001, -0.0004
Si, 6.7974, 9.4679, 9.4558, -0.0008, 0.0001, -0.0008
Si, 9.5347, 6.8073, 9.5379, -0.0011, 0, -0.0004
Si, 0.041, 0.0221, 10.9419, -0.0008, -0.0001, 0.0003
Si, 2.7029, 2.7435, 10.9684, -0.0006, 0.0001, -0.0002
Si, 0.0045, 5.4322, 10.903, -0.0012, -0.0008, -0.0004
Si, 2.7726, 8.1835, 10.7915, 0.0005, 0.0003, -0.0013
Si, 5.4856, -0.0164, 10.7822, -0.0013, -0.0005, -0.0011
Si, 8.2305, 2.6987, 10.7859, 0, 0.0004, -0.0013
Si, 5.4254, 5.413, 10.9231, -0.0009, -0.0006, 0.0003
Si, 8.1259, 8.1339, 10.867, 0.0015, -0.0007, -0.0008
Si, 1.3663, 1.4052, 12.3915, -0.0009, 0.0002, 0.0004
Si, 4.0753, 4.0877, 12.345, -0.0001, 0.0002, 0.0007
Si, 1.4671, 6.8214, 12.1593, 0.0003, 0.0009, 0.0024
Si, 4.1062, 9.5657, 12.1368, -0.0006, 0.0006, 0.0005
Si, 6.9579, 1.2534, 12.0807, 0, -0.0003, 0.0011
Si, 9.5093, 4.0259, 12.2368, 0.0001, -0.0004, 0
Si, 6.8128, 6.7435, 12.2672, -0.0005, -0.0006, 0.0016
Si, 9.4971, 9.5085, 12.1787, 0.0008, 0.0016, -0.0002
Si, 0.0011, 2.8248, 13.7607, 0.0007, 0.0002, 0.0018
Si, 2.8346, 0.0216, 13.6242, 0.0012, 0.0001, 0.0001
Si, -0.1107, 8.0083, 13.4057, 0.001, -0.0001, 0.0007
Si, 2.7488, 5.5722, 13.7214, 0.0001, 0.0007, -0.0008
Si, 5.5702, 2.5556, 13.3599, 0.001, -0.0019, -0.0005
Si, 8.2976, 0.0261, 13.635, -0.0007, 0.0008, -0.0016
Si, 5.4934, 8.2456, 13.4651, -0.0003, 0.0004, 0.0003
Si, 8.0843, 5.2867, 13.654, -0.0002, 0.0011, 0.0009
Si, 0.8648, 4.7357, 14.9071, 0.0008, -0.0003, 0.0032
Si, 4.5836, 1.0185, 14.7888, -0.0021, 0.0001, 0.0018
Si, 1.8147, 9.5796, 15.2263, 0, 0.0016, 0.0021
Si, 3.9553, 7.2926, 14.9069, -0.0008, 0.0031, 0.0052
Si, 6.9263, 3.6083, 14.8903, -0.0017, -0.0007, 0.0036
Si, 9.3562, 1.6125, 15.1099, 0.0003, -0.0001, 0.003
Si, 6.7373, 9.6694, 14.8467, 0, -0.0004, 0.0013
Si, 9.8751, 6.3009, 14.714, -0.0011, -0.0009, 0.0036
Si, 18.3734, -11.6761, 29.5097, -0.0005, -0.0002, -0.0034
Si, 0.7567, 10.6321, 20.3453, 0.0002, 0.0005, 0.0031
Si, 28.3235, -0.3654, 25.3921, 0.0021, -0.0001, 0.0003
Si, -8.8746, 4.8277, 24.9473, 0.0005, 0.0005, 0.002
Si, 21.6626, 10.6469, 17.2741, 0.0008, 0.0001, 0.0091
Si, 23.766, -2.9189, 24.7806, 0.0009, 0.0009, -0.0001
Si, 20.1141, -10.058, 25.5178, -0.0009, 0.0004, 0.0024
Si, 30.4018, -0.3123, 32.297, -0.0003, -0.0008, -0.0053
Si, 20.7069, -13.7354, 28.6687, -0.0003, 0.0005, -0.0031
Si, 29.1572, -12.8915, 21.6062, -0.0002, 0.0006, 0.0033
Si, 25.764, 12.059, 34.5904, -0.0019, -0.0007, -0.0024
Si, 37.1962, 6.7164, 17.7347, 0.0008, 0.001, 0.0054
Si, 1.9297, -1.2515, 34.4525, -0.0005, 0.002, -0.0071
Si, 35.7761, -0.6782, 30.0118, 0.0015, -0.0009, -0.0034
Si, 33.4511, -11.2571, 31.8374, -0.001, 0.0011, -0.0039
Si, 24.2131, -9.9527, 27.5773, 0.0011, -0.0004, 0.0013
Si, 16.6688, 2.3926, 19.6466, 0.0004, -0.0008, 0.0076
Si, 40.7238, -2.9523, 33.4389, 0, -0.0002, -0.0057
Si, 15.668, -7.8272, 16.95, -0.0001, 0.0003, 0.003
Si, 19.9931, -19.769, 34.2372, 0.001, -0.0007, -0.006
Si, 26.7513, -9.6189, 23.394, 0.0011, -0.0007, 0.0019
Si, 7.1187, -3.0048, 24.5018, 0.0002, 0.0004, 0.0034
Si, 20.4955, -4.2964, 31.289, -0.0003, 0.0003, -0.004
Si, 23.7961, -2.7942, 21.5412, 0.0003, 0.0009, 0.0022
Si, 34.0647, -19.1099, 31.735, 0.0004, 0.0001, -0.0048
Si, 4.7817, -13.3677, 26.2636, 0.0002, 0.0002, 0
Si, 17.0008, -16.3581, 19.8636, 0.0003, -0.0001, 0.0036
Si, 17.4827, -6.8674, 27.6087, -0.0003, 0.0001, -0.001
Si, 39.0199, -7.3319, 30.5021, -0.001, -0.002, -0.0022
Si, 4.1679, -9.2214, 31.5735, -0.0002, 0.0007, 0.0057
Si, -0.7905, 12.2365, 22.6215, -0.0011, -0.0003, 0.0024
Si, 10.8077, 4.541, 33.3177, 0.0013, 0.0004, -0.0074
Si, 41.388, -3.8734, 19.7234, 0.0006, 0.0001, 0.0047
Si, 15.0776, -7.8865, 25.8452, 0.0004, -0.0008, 0.0011
Si, 52.0302, -15.7076, 26.4794, 0.0005, -0.0005, -0.0003
Si, 28.431, -15.4593, 31.312, -0.0007, -0.0003, -0.0042
Si, 14.0291, -9.3835, 21.0809, 0.0001, -0.0003, 0.0034
Si, 34.9292, -16.9688, 17.7246, -0.0004, 0.0009, 0.0048
Si, 11.072, 2.6169, 29.0195, 0.0006, 0.0001, -0.0029
Si, 26.8184, -13.6381, 29.2843, 0.0008, 0.0013, -0.0022
Si, 40.8902, 2.0172, 28.9856, 0.0001, 0.0001, -0.0019
Si, 22.9833, -7.2973, 22.2868, 0.0018, -0.0011, 0.0029
Si, -10.252, 5.6075, 20.244, 0.0007, 0.0005, 0.0033
Si, -2.17, 19.1231, 16.8847, 0.0002, 0.0005, 0.0061
Si, 21.2902, 3.6876, 26.4197, -0.0007, -0.0006, 0.0004
Si, 0.3442, -1.1673, 26.6146, -0.0001, 0.0004, 0.0009
Si, 37.4848, -2.9338, 20.3237, -0.0008, 0.0005, 0.0012
Si, 29.1948, -20.645, 21.6166, 0.0014, 0.0009, 0.0025
O, -6.5433, 6.5012, -0.4017, 0.0003, 0.0006, -0.0004
O, 10.0595, 1.0084, -19.896, -0.0008, 0.0007, -0.0015
O, -0.8317, 12.0348, -1.133, 0.0011, -0.0018, 0.0027
O, 38.7308, -1.9798, -15.707, 0.0006, 0.0001, -0.0011
O, 24.0952, -18.9177, -14.9995, 0.0016, -0.0001, -0.0013
O, 12.4267, -0.64, -5.9512, -0.0013, -0.0002, 0.0017
O, -0.5277, 5.34, -4.4015, 0.0011, -0.0007, 0.0037
O, 12.3233, 3.9455, -0.324, 0.0014, -0.0029, 0.0034
O, 5.5498, 3.3373, -9.7643, 0.0005, 0.0003, 0.0008
O, 12.3334, -1.3732, -3.4543, 0.0019, 0, 0.007
O, 7.687, 10.4433, -14.4498, 0.0012, -0.0001, -0.0026
O, -2.8506, 9.5504, -2.9777, 0.0001, -0.0004, 0.0034
O, -10.2375, -11.9449, -0.9539, -0.0008, 0.0004, 0.0009
O, 18.7088, 2.8584, -6.0526, -0.0013, 0.001, 0.0013
O, 26.164, 1.7143, -3.2274, -0.0033, 0.0002, 0.0097
O, 32.5067, -10.5137, 21.5112, 0.0006, -0.001, -0.0011
O, 1.3418, 10.3334, 16.598, -0.001, -0.0009, -0.0036
O, 3.5127, 3.7718, 17.6706, -0.0002, 0.0009, -0.0038
O, 4.7496, -3.1856, 27.7361, 0.0005, -0.0003, 0.0005
O, 4.0861, 12.7733, 16.0785, 0.0005, -0.0008, -0.0022
O, 17.9908, 5.456, 27.0804, -0.001, -0.0006, 0.0011
O, 31.9894, -15.39, 19.6989, -0.0001, -0.0002, -0.002
O, 9.8396, 10.5066, 26.3914, 0.0021, 0, -0.0002
O, 9.4089, -3.9019, 16.1318, 0.0022, -0.0019, -0.0042
O, 33.556, -6.9627, 25.6478, 0.0002, 0.0023, -0.0003
O, 7.4437, -2.0391, 16.0839, -0.0011, 0.0003, -0.0025
O, 31.5799, -1.5015, 17.1092, -0.0007, -0.0005, -0.0023
O, 14.6047, 11.7571, 22.4626, -0.0001, 0.0003, -0.0019
O, 11.1356, -6.377, 21.3659, 0.0002, 0.0005, -0.0023
O, 1.5361, -0.0811, 26.7166, 0.0001, 0, 0.0003
O, 36.1963, -2.4198, 21.1183, 0.0009, 0, -0.0014
O, 14.2275, 0.0553, 28.5871, 0.0006, 0.0011, 0.002
O, 2.1988, 11.3425, 20.3279, -0.0004, -0.0011, -0.0003
O, 13.7403, -2.5305, 15.5121, -0.0036, -0.0021, -0.0036
O, 3.3984, 4.3911, 25.6499, -0.0005, -0.0001, -0.0004
O, 17.877, 12.2952, 20.084, -0.0001, 0.0019, -0.0028
O, 1.9872, 8.1582, 23.1655, 0.0005, 0.0003, -0.0045
O, 7.6624, 5.8351, 20.0386, 0.0002, -0.0002, -0.0005
O, 0.444, -1.9134, 14.6211, 0, -0.0024, -0.0039
O, 29.2258, -21.1529, 28.7203, 0.0003, 0, 0.0014
O, -1.4791, 4.8595, 25.9985, -0.0001, -0.0012, -0.0002
O, 7.5891, -20.9308, 25.7063, 0.0011, -0.0004, -0.0022
O, 18.4981, -0.3846, 31.0629, 0.0004, 0.0002, 0.0031
O, 16.5645, -14.2034, 25.1851, 0.0005, 0.0007, -0.0004
O, 8.7535, 12.8493, 21.9684, 0.0001, -0.0013, -0.0004
O, 11.3452, 3.1317, 30.5126, 0.0004, 0.0005, 0.0018
O, 26.139, 1.8139, 20.107, 0.0014, 0.0001, -0.0024
O, 23.7687, 4.4821, 23.3729, 0.0005, -0.0001, -0.0019
O, 12.1547, -6.3688, 16.4904, -0.0002, 0.0007, -0.0024
O, 25.4314, -13.0824, 29.921, -0.0001, 0.001, 0.0018
O, 17.1342, -27.9033, 31.5859, -0.0004, -0.0002, 0.001
O, 48.7301, -15.3609, 20.7526, 0.0005, 0.0001, -0.0007
O, 24.588, 10.9686, 34.5815, 0.0011, -0.0004, 0.0008
O, 5.9193, -6.702, 29.0697, 0.0001, 0, 0.0023
O, 7.5742, -34.1902, 24.9499, 0.0005, -0.0002, -0.0009
O, 38.7628, -12.4284, 29.2738, 0.0011, 0.0005, 0.0002
O, 8.6318, -2.6948, 20.8397, 0.0003, -0.0006, -0.0006
O, 6.3829, 4.3715, 36.065, -0.0004, 0.0004, 0.001
O, 34.329, -15.1451, 20.9572, -0.0006, -0.001, -0.0019
O, 15.4934, 8.008, 18.7102, 0.0016, -0.001, -0.0034
O, 14.2026, -13.2626, 25.571, 0.0001, 0.002, -0.0009
O, 11.5992, 8.7738, 25.3574, 0.0006, -0.0007, -0.0004
O, 29.9618, -4.0389, 25.0966, -0.0003, 0, -0.001
O, 28.851, -13.8363, 22.8935, 0.0002, 0.0007, -0.0017
O, 32.4707, -7.0678, 28.0154, 0.0016, -0.0002, 0.0011
O, 38.8874, -20.0172, 22.5045, 0.0005, 0.0004, -0.0033
O, 33.6528, 30.8685, 20.7882, -0.0011, 0.001, -0.0021
O, 27.3536, 5.6213, 18.3362, -0.0007, 0.0004, -0.0008
O, 16.6577, 14.8683, 16.0176, 0.0027, 0.0008, -0.0031
O, 36.0193, -9.0268, 26.6361, -0.0005, -0.0007, 0.0003
O, 20.5685, -10.3011, 23.9829, 0.0025, 0.0011, -0.0036
O, 7.7805, 2.4546, 35.0284, -0.0019, 0.0012, 0.0041
O, 21.8691, -0.0304, 18.8761, -0.0006, 0.0005, -0.0025
O, 19.0346, -4.6609, 30.6689, 0.0008, 0.0002, 0.0015
O, 5.6211, -11.0126, 15.3821, 0.0001, -0.0002, 0.0003
O, 15.4225, -19.3247, 24.3762, -0.0001, -0.0004, -0.0018
O, 46.4523, -8.3104, 31.1693, 0.0016, -0.001, 0.0014
O, 32.925, -8.3835, 23.0139, 0.0009, 0.0002, -0.0007
O, 32.69, 5.5042, 34.6326, 0.0008, -0.0002, 0.004
O, 16.1772, -21.2977, 35.2032, -0.0017, -0.0019, 0.0029
O, 30.4414, -20.6332, 32.9609, 0.0011, 0.0014, 0.0032
O, 14.8417, 0.1279, 31.1369, 0.0003, 0.0005, 0.0044
O, 24.7486, -4.6284, 17.7039, -0.0015, -0.0004, -0.001
O, 19.1539, -3.2214, 18.3201, 0, 0.0008, -0.0043
O, 4.9201, -3.946, 16.1893, -0.0003, 0.0033, -0.0051
O, 20.6776, -9.2614, 29.0638, 0.0004, 0.0002, 0.0009
O, 11.8647, 1.189, 32.2855, 0, -0.0001, 0.003
O, 8.1126, -8.2557, 15.5278, 0.0003, 0.0008, -0.0026
O, 20.2595, -3.3278, 32.5677, -0.001, 0.0006, 0.0032
O, 16.8548, 14.7642, 20.2781, -0.0003, 0.0008, -0.0014
O, 10.1017, -11.5624, 31.7325, -0.0003, 0.0003, 0.0005
O, 6.7876, -1.3767, 36.077, -0.0013, 0.001, 0.0007
O, 44.8479, -7.1162, 32.9095, -0.0007, 0.0013, 0.0025
O, 45.3548, -4.4821, 25.1421, 0.0013, -0.0002, -0.0023
O, 20.0687, -3.8923, 27.6009, -0.0003, 0.0003, 0.0008
O, 38.443, 2.4424, 18.0466, -0.0009, 0.0014, -0.0015
O, 20.6659, 14.2484, 33.6967, -0.0008, -0.0012, 0.0037
O, 23.2573, -9.0221, 28.4704, 0.0002, -0.0006, -0.0001
O, 27.3122, -22.8068, 26.4915, 0.0001, 0.0013, -0.0011
O, 28.5718, -25.4746, 32.6934, 0.0008, 0.0015, 0.0028
O, 52.2436, -23.5367, 29.0718, 0.0012, 0.0001, 0.0004
O, 5.4986, -0.0089, 24.2138, 0.001, 0.001, -0.0029
O, 32.8321, -23.8539, 27.9514, 0.0001, -0.0002, -0.0009
O, 55.8083, -6.1116, 19.0612, 0.0014, -0.0006, -0.0034
O, -2.7212, -3.3401, 35.0135, -0.0004, -0.0007, 0.0046
O, 31.6219, -8.6579, 26.0203, 0.0016, 0.0008, -0.0003
O, -7.3906, 2.4335, 35.4467, 0.0004, -0.0007, 0.0032
O, 10.3609, 29.0611, 30.0226, 0, -0.0012, 0.0021
O, 27.3939, -14.8089, 30.2498, 0.0008, -0.0006, 0.0011
O, 2.7411, 8.3135, 34.9049, -0.0001, -0.0005, 0.0058
O, 38.0925, -8.5816, 30.8531, 0.0028, 0.0024, 0.0038
O, 29.6399, -18.7584, 27.7621, 0.0005, -0.0005, 0.0009

Results
free energy: -155991.893 eV
free energy less fixed offsets of O -570.45, Si -639.56 eV per atom: -4.853 eV

The program warned: the cutoff lies below the one the program advises for these potential files; the forces do not sum to zero within the program's tolerance; empty levels may hold ghost states of the PAW files; the exchange-correlation potential is rough where the density is thin.
